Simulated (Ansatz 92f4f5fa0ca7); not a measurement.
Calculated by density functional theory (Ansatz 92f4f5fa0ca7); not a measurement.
Periodic cell of 144 atoms, Si80O64, from a study of silicon, its oxide and their interface. The atomic structure is a simulated model.

Settings
functional: r2SCAN
potential files: Ansatz norm-conserving
basis: plane waves
wave-function cutoff: 1300 eV
density cutoff ratio: 4
exchange-correlation grid ratio: 1
k mesh: 2 x 2 x 1, shifted by 0.5 0.5 0.5 of a step
self-consistency stop: 5e-10 eV per atom in the density residual
occupations: Fermi-Dirac, 0.05 eV
spin: none
net charge: 0

Cell vectors (angstrom)
a  10.8432  0.0057  -0.0055
b  0.0057  10.7549  0.1155
c  -0.0107  0.2266  20.6224

Atoms and the computed forces on them: element, x, y, z (angstrom), force x, y, z (eV/angstrom)
Si  0.3982  6.2059  12.9076  -1.1218  -1.5405  0.9565
Si  3.7427  1.7954  13.2401  -1.0516  -1.2731  1.024
Si  10.6651  1.5862  14.7997  0.0721  -1.5935  -2.8326
Si  3.9947  8.455  18.8697  1.0877  -2.7897  -1.9433
Si  6.7713  8.2797  11.1742  2.2851  -0.288  0.4396
Si  6.1013  7.4912  17.8491  -1.8839  -0.254  0.2776
Si  0.7511  7.549  14.7929  2.0634  -4.3876  2.0811
Si  5.4918  3.9233  14.7443  1.9383  -2.7494  -1.5219
Si  1.2272  1.4072  1.4019  0.7834  0.4753  -1.336
Si  4.298  4.2801  1.158  1.1776  0.0161  -0.1842
Si  1.7188  6.9102  1.4646  0.8576  1.2587  1.0803
Si  3.7499  8.9826  1.067  -0.7645  1.52  2.5486
Si  7.4388  1.9295  2.1771  -0.5198  -0.5888  -0.6095
Si  9.6409  4.1078  1.5991  1.2774  -0.1071  -3.5961
Si  6.5308  6.4016  1.0984  -0.4439  0.1064  0.1907
Si  9.4857  9.2993  1.4647  -0.033  1.1219  -0.3324
Si  2.3983  10.4294  2.5185  1.1499  0.4815  -0.7002
Si  10.7596  2.5843  2.8116  -0.8427  -1.1587  -0.2734
Si  2.8736  5.324  2.8459  0.2271  0.7509  -1.8074
Si  0.0271  7.9277  2.7165  0.5942  -0.2076  -1.1268
Si  8.1802  10.587  3.0018  0.1558  -0.3469  -1.2482
Si  5.236  2.5369  2.7984  0.9338  1.6094  -1.4013
Si  8.2625  5.5996  2.5543  -1.452  -0.0469  0.4085
Si  5.3482  7.886  2.5097  -0.8995  -0.4324  -0.2474
Si  3.833  0.9151  3.7555  0.0577  1.2259  0.4393
Si  1.3456  3.9053  3.7214  2.1795  0.2006  3.175
Si  4.1669  6.671  4.1966  -1.0396  0.5796  0.1846
Si  1.4455  9.0998  4.0218  -0.853  0.9766  0.2622
Si  9.48  1.2348  4.1855  1.8688  -1.4884  -1.4089
Si  6.8148  4.2717  3.9362  -0.4562  -1.224  -0.1238
Si  9.6706  6.6809  4.085  -1.6092  -0.6821  1.9843
Si  6.7301  9.0448  3.849  -0.8501  1.3894  1.6024
Si  0.2367  10.5388  5.3734  0.3158  1.0091  0.4717
Si  2.7769  2.4053  5.3357  -0.514  1.6548  -1.6371
Si  0.2718  5.0878  5.4269  -1.0129  -0.1133  -0.8574
Si  2.6821  8.0686  5.5837  0.4946  -1.2024  -0.8103
Si  5.2798  10.698  5.3093  0.8177  -2.2376  0.0757
Si  8.1499  2.6838  5.0566  -1.2986  2.3986  1.1896
Si  5.3772  5.2802  5.5244  1.0067  0.0574  0.7287
Si  7.9243  7.9439  5.4696  1.7614  0.0599  -0.0308
Si  1.4421  1.2269  6.6896  -1.6135  -0.9412  0.8565
Si  4.0575  3.8066  6.8091  -2.9199  4.0244  -2.2509
Si  1.0606  6.8464  6.6759  -1.4962  1.1723  -0.1936
Si  4.0787  9.2333  6.9336  2.5651  0.4813  -0.4563
Si  7.0973  1.0092  6.1908  -0.6395  -0.5434  1.1908
Si  9.6948  3.5154  6.618  -0.4829  1.0771  0.6046
Si  6.7321  6.5751  6.9801  0.6105  0.1156  0.3707
Si  8.9843  10.3104  6.1941  -0.91  -1.3598  0.5725
Si  7.1662  10.1813  13.308  0.846  0.358  1.6646
Si  10.3798  0.4118  0.2594  -1.0475  0.8575  -0.5264
Si  1.1101  1.3035  16.6989  2.9542  0.6781  -0.0217
Si  9.9327  1.3702  7.7295  1.6487  -0.0937  -0.7601
Si  2.3726  2.1765  11.3777  3.2208  -2.9797  1.0566
Si  1.7461  6.6052  17.7022  1.6694  1.2844  -3.0702
Si  9.9706  8.215  10.6897  -0.9355  -1.7825  3.1715
Si  2.9184  3.7671  17.8613  -1.3436  2.1317  2.2787
Si  5.3074  6.6541  13.0285  2.1932  -0.5904  -0.6448
Si  10.258  6.7765  8.9894  4.8463  0.7353  -1.7961
Si  4.3152  1.704  9.0232  -2.6416  -0.2083  -1.3916
Si  9.1688  1.01  16.9708  -1.3727  -2.614  1.7148
Si  1.7614  9.8359  10.7463  -2.0794  -0.2109  4.5461
Si  6.6754  1.9881  12.7289  1.4584  4.6117  1.5298
Si  2.6878  3.9316  20.1312  0.2118  -0.2869  1.3446
Si  2.8035  7.048  11.3966  -2.617  0.8247  -3.1292
Si  2.9969  10.7715  8.0304  -0.9386  0.8476  2.2894
Si  2.1444  6.101  8.4212  -0.4226  -1.7242  0.8569
Si  5.6729  4.3494  17.0551  2.262  2.6491  -0.7736
Si  7.1705  2.4484  18.9938  -0.4479  -1.8336  -0.5277
Si  9.5069  9.4645  15.1159  -0.9016  2.2878  -0.0998
Si  5.2125  10.7546  19.8252  2.8238  -1.6859  -2.3415
Si  10.7279  3.307  12.0298  -0.7292  1.657  1.4158
Si  2.655  10.041  15.1905  2.6187  -0.9293  2.9106
Si  1.2384  5.8077  20.3354  -2.7421  -0.9921  -1.0303
Si  8.2416  2.8839  10.2327  -1.8029  -3.3738  2.3065
Si  8.3187  5.0099  8.0736  0.1354  0.7169  -0.408
Si  6.9052  0.6117  8.6122  0.8188  0.7159  0.4119
Si  8.7103  2.3979  0.1727  -0.0234  -0.5793  1.0865
Si  5.4378  8.8817  15.1629  0.307  1.2847  0.6081
Si  7.3343  8.3338  20.3395  -2.4536  -0.6475  -1.2152
Si  6.0215  8.5246  8.3649  -1.0637  -2.2462  -1.6357
O  10.3799  4.7278  13.0204  2.1036  -0.9367  -2.2976
O  9.3795  1.9772  15.7412  -0.7762  1.5579  -1.8075
O  8.7598  8.4969  0.2068  2.766  0.2198  1.3434
O  3.198  5.0536  7.7025  0.5903  -1.643  0.0191
O  2.8896  5.4212  17.6543  -1.3918  -0.4254  0.0551
O  1.4024  3.3785  11.3019  -3.8288  0.9668  0.9552
O  6.002  10.3149  14.4857  1.9476  -1.5828  -0.4849
O  7.8506  3.8856  9.1354  -1.9472  0.6137  -1.1927
O  4.1444  9.483  15.8045  -3.5312  -0.0784  -0.294
O  2.2577  10.8154  16.6149  -2.6601  1.3782  -0.2708
O  5.1846  1.4899  12.5164  -0.4709  -0.7894  -0.2722
O  9.738  3.0646  10.6948  2.2829  0.3408  2.3306
O  0.0678  9.4628  10.9371  2.8606  1.7729  -0.8153
O  1.9472  0.5959  11.3065  -0.9609  -1.189  -0.9745
O  6.8083  2.9626  14.1066  -2.555  0.3061  -0.2243
O  6.3142  8.3013  16.4501  -0.0281  0.6549  -1.9819
O  7.0004  9.7269  8.7755  0.6593  2.1251  -0.7256
O  8.1885  1.3533  18.2224  -0.2915  0.9899  -1.5856
O  7.8533  0.9262  12.8719  -1.0461  -3.0918  0.2589
O  6.5175  9.7629  20.4614  -1.8382  0.6909  -1.4043
O  5.8199  1.3846  19.1981  0.9985  1.7586  0.1103
O  4.1322  2.9332  14.3277  0.8521  1.7769  0.9613
O  4.4661  9.9397  18.5263  0.8295  2.3192  1.8986
O  10.4156  7.4415  7.4484  1.4107  -0.5775  0.0468
O  10.3584  7.2393  12.128  -2.155  2.523  -3.0056
O  2.8071  6.9938  9.5979  -0.0825  -0.5059  2.9565
O  10.6194  10.6443  14.6139  -0.9992  -0.0191  0.6846
O  5.5481  5.23  0.3603  -0.2587  -0.1144  1.7768
O  5.5929  5.3541  13.9807  -1.0908  0.7809  -1.1089
O  2.3698  9.8067  9.3369  0.4108  0.5332  -2.6028
O  6.7938  3.7987  18.1091  0.3011  -1.9241  0.5579
O  6.3421  9.6188  12.0333  0.8171  -0.6409  -1.1767
O  0.0351  4.7999  0.5855  -0.945  0.0242  0.2912
O  2.0792  2.4933  0.452  -0.4973  -0.849  0.2637
O  2.5553  8.6506  11.7465  -0.9891  0.0997  -1.7098
O  5.832  5.9918  17.2864  -0.2517  -2.0918  -0.0627
O  8.9511  6.0524  9.2603  -3.5704  -2.4217  -0.9751
O  8.8144  10.2688  16.4586  0.6047  -0.9334  -1.0764
O  1.7926  8.7169  14.746  1.729  2.6854  -0.3798
O  4.6202  2.7103  7.7157  1.9565  -2.287  3.9589
O  8.387  9.2301  13.9051  -0.3528  0.8008  0.2808
O  3.7806  8.1443  20.4792  0.3875  0.2041  -1.9869
O  10.6826  2.0923  13.1728  0.1328  0.9608  0.6777
O  5.6246  1.0387  9.6218  1.8827  -0.1346  -0.7349
O  10.6547  0.8872  17.6051  1.8642  0.2149  0.3231
O  4.3345  3.5793  17.2876  1.2365  -1.9721  -0.1451
O  1.1745  6.625  16.1496  0.6577  0.6067  0.4374
O  8.2151  1.2897  9.4414  -1.0596  1.4198  0.7715
O  4.953  7.9457  13.8917  0.3706  0.075  1.5811
O  1.8952  2.7308  17.3005  -2.3078  -2.9212  -1.4757
O  10.1849  7.9854  15.2736  -3.5164  3.1598  0.7014
O  0.5731  6.3642  18.7293  0.4112  -1.0548  3.4304
O  3.005  0.4196  14.0359  0.8481  2.2807  -2.1765
O  3.4314  2.4182  10.1827  0.9253  0.3591  -1.2232
O  7.2411  3.0106  11.5794  0.5314  -0.627  -2.4155
O  1.7365  5.9666  12.0567  1.5503  0.9618  -1.0845
O  5.9716  7.8782  9.8432  -1.5222  -0.3663  1.0227
O  8.3329  8.4518  10.679  1.2956  0.32  0.7012
O  7.4032  7.6273  18.8465  -0.4169  0.6505  -0.3158
O  4.1607  6.4953  11.876  2.899  -0.7255  1.4887
O  0.6048  5.5191  8.9806  0.7929  1.4951  0.5397
O  2.6271  7.9783  18.1271  -0.6544  -0.8264  -0.2621
O  6.7455  7.0621  12.2457  -1.8909  -0.8006  0.3536
O  4.1395  10.5481  0.3209  -1.0424  -1.1572  1.8608

Results
free energy: -39088.228 eV
free energy less fixed offsets of O -463.61, Si -117.95 eV per atom: 18.812 eV
pressure: -1.04 GPa
stress xx, yy, zz, yz, xz, xy (GPa, positive in tension): -1.12, 2.72, 1.54, 0.79, 0.31, 0.48
